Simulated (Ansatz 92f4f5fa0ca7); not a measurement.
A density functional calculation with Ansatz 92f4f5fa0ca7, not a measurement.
Periodic cell of 220 atoms, Si132O88, from a study of silicon, its oxide and their interface. The atomic structure is a simulated model.
Doubt: the cutoff is far below the 930 eV that the study's wrapper takes by default for these files, so forces and energies are approximate.
This geometry differs little from another in the collection (a relaxation step or a small displacement).

Settings
functional: PBE
potential files: Ansatz PAW
basis: plane waves
wave-function cutoff: 580 eV
density cutoff ratio: 5
exchange-correlation grid ratio: 1
k mesh: 1 x 1 x 1, Gamma-centred
self-consistency stop: 5e-08 eV per atom in the density residual
occupations: fixed
spin: none
net charge: 0

Cell vectors (angstrom)
a	10.938	0	0
b	0	10.938	0
c	0	0	32.134

Atoms: element, x, y, z (angstrom)
Si	0.2069	-0.1593	24.4851
Si	5.5978	-0.3244	24.7351
Si	2.5325	3.028	24.4554
Si	8.0851	2.9568	25.0352
Si	0.0589	5.1072	24.6523
Si	5.8183	5.144	24.6243
Si	2.461	8.4939	24.5804
Si	8.0067	8.5728	24.762
Si	1.4123	1.3972	25.8253
Si	6.7544	1.3179	26.013
Si	4.0701	4.1542	25.8909
Si	9.6292	4.1134	26.285
Si	1.2784	6.8341	25.8142
Si	6.8628	6.8479	25.9247
Si	4.0317	9.5011	26.0565
Si	9.5984	9.7127	26.0068
Si	2.7209	0.0434	27.3289
Si	8.1908	0.0498	27.3875
Si	0.0798	2.6413	27.3921
Si	5.3997	2.7504	27.3286
Si	2.7013	5.5284	27.2763
Si	8.1889	5.544	27.4131
Si	-0.023	8.2053	27.3023
Si	5.4644	8.1505	27.3551
Si	4.1018	1.3673	28.7158
Si	9.5708	1.3673	28.7158
Si	1.3673	4.1018	28.7158
Si	6.8362	4.1018	28.7158
Si	4.1018	6.8362	28.7158
Si	9.5708	6.8362	28.7158
Si	1.3673	9.5708	28.7158
Si	6.8362	9.5708	28.7158
Si	0	0	30.083
Si	5.469	0	30.083
Si	2.7345	2.7345	30.083
Si	8.2035	2.7345	30.083
Si	0	5.469	30.083
Si	5.469	5.469	30.083
Si	2.7345	8.2035	30.083
Si	8.2035	8.2035	30.083
Si	1.3673	1.3673	31.4503
Si	6.8362	1.3673	31.4503
Si	4.1018	4.1018	31.4503
Si	9.5708	4.1018	31.4503
Si	1.3673	6.8362	31.4503
Si	6.8362	6.8362	31.4503
Si	4.1018	9.5708	31.4503
Si	9.5708	9.5708	31.4503
Si	2.7345	0	0.6835
Si	8.2035	0	0.6835
Si	0	2.7345	0.6835
Si	5.469	2.7345	0.6835
Si	2.7345	5.469	0.6835
Si	8.2035	5.469	0.6835
Si	0	8.2035	0.6835
Si	5.469	8.2035	0.6835
Si	4.1018	1.3673	2.0507
Si	9.5708	1.3673	2.0507
Si	1.3673	4.1018	2.0507
Si	6.8362	4.1018	2.0507
Si	4.1018	6.8362	2.0507
Si	9.5708	6.8362	2.0507
Si	1.3673	9.5708	2.0507
Si	6.8362	9.5708	2.0507
Si	0	0	3.418
Si	5.469	0	3.418
Si	2.7345	2.7345	3.418
Si	8.2035	2.7345	3.418
Si	0	5.469	3.418
Si	5.469	5.469	3.418
Si	2.7345	8.2035	3.418
Si	8.2035	8.2035	3.418
Si	1.3008	1.4368	4.7107
Si	6.858	1.3467	4.8249
Si	4.1367	4.0748	4.865
Si	9.5755	4.0922	4.8033
Si	1.3829	6.8482	4.833
Si	6.8548	6.7917	4.7149
Si	4.1	9.5356	4.7413
Si	9.5577	9.57	4.7864
Si	2.6153	-0.054	5.919
Si	8.2151	-0.011	6.2166
Si	-0.062	2.7026	6.2152
Si	5.4751	2.5922	6.2745
Si	2.7396	5.5146	6.2816
Si	8.1421	5.424	6.1141
Si	-0.0586	8.163	6.1664
Si	5.4686	8.1269	6.0714
Si	3.7131	1.3448	7.4088
Si	9.7596	1.1269	7.6233
Si	1.6561	3.771	7.4403
Si	6.6934	4.2035	7.5155
Si	4.5105	6.5388	7.5528
Si	9.2584	7.02	7.4286
Si	1.0965	9.8284	7.3195
Si	7.0195	9.2506	7.362
O	1.2679	4.0808	24.0447
O	6.7925	9.576	24.217
O	2.9391	2.7711	7.3372
O	8.1439	8.1647	7.8904
O	5.5563	5.3588	8.0109
O	0.0336	0.0046	7.9507
O	5.3753	5.48	23.0732
O	10.5282	0.4826	23.0536
O	2.1516	9.3593	8.5308
O	1.4613	3.8206	9.0575
O	9.1164	1.7047	8.9705
O	7.7724	9.7342	12.186
O	3.3842	0.7753	8.9527
O	4.3644	7.3845	9.3149
O	7.6544	3.5872	8.643
O	9.854	6.4186	8.8389
O	3.3645	2.4271	23.113
O	4.6782	0.1464	23.4553
O	9.1815	2.4964	23.9201
O	9.8306	5.5569	23.5293
O	19.8956	8.1078	23.4958
O	3.3195	7.9562	23.2749
O	6.9905	4.0054	24.3932
O	1.3307	9.6181	24.0628
Si	3.942	6.4295	10.7873
Si	9.3223	4.1472	14.5998
Si	7.4811	8.171	11.918
Si	4.2287	1.2424	22.335
Si	17.3346	3.7506	14.1696
Si	2.7566	-0.4928	20.1091
Si	7.2154	4.1151	19.4209
Si	14.0857	6.5713	16.4428
Si	2.2382	4.0687	10.4827
Si	5.7784	16.1349	16.6823
Si	3.8269	9.6855	17.2476
Si	10.4478	4.2204	11.6651
Si	10.9922	6.4361	16.0912
Si	8.1309	1.4975	14.5786
Si	2.7668	10.3734	9.6748
Si	9.1427	6.7523	22.6131
Si	11.1879	-1.2761	11.2085
Si	3.6142	-3.2789	13.7392
Si	5.2503	8.811	9.8583
Si	9.5816	1.7437	22.5556
Si	11.977	-0.4862	16.5699
Si	8.0601	2.6159	10.0582
Si	-0.3625	8.1889	18.4061
Si	11.772	-2.1051	14.1655
Si	5.2552	3.9135	11.3659
Si	6.0475	6.0439	21.69
Si	6.4991	7.677	14.6928
Si	11.5849	6.4676	20.6756
Si	11.1195	1.0305	18.7998
Si	14.2538	7.6566	21.6615
Si	6.9925	1.3197	20.746
Si	10.0099	7.0086	10.3595
Si	-0.6112	3.644	20.1567
Si	8.4851	-0.6992	19.0974
Si	6.9007	10.1348	16.368
Si	8.6101	0.1722	11.8891
O	13.3945	8.7714	13.9718
O	7.7343	-1.0246	17.7205
O	6.0778	8.1592	11.0598
O	1.6146	10.4934	10.8203
O	5.2416	-5.4323	10.8745
O	10.0676	7.1215	17.2698
O	6.2856	4.92	20.521
O	6.8079	13.139	13.9312
O	3.6116	7.2467	12.1491
O	2.5741	5.6935	10.3561
O	7.7968	4.6443	14.2035
O	11.466	-1.6421	17.6074
O	10.2097	4.0747	13.2592
O	0.6977	7.4202	19.3655
O	6.9908	2.488	19.5811
O	12.5132	6.1448	16.7018
O	17.2992	6.4984	15.8294
O	13.061	6.5477	21.391
O	3.2969	0.61	21.1734
O	1.0568	3.6502	11.5183
O	7.252	-0.1766	20.0775
O	8.1894	1.3386	21.846
O	-1.5777	8.8456	19.312
O	2.8052	9.0025	20.8818
O	12.2352	0.1517	19.6585
O	6.0952	9.5885	8.7277
O	8.5777	7.4608	10.9786
O	8.9447	0.7485	13.3888
O	7.5192	11.4877	15.7396
O	6.4679	3.1432	10.6651
O	2.6624	-0.4412	16.4469
O	3.6884	14.3271	10.8952
O	-6.6971	5.5687	17.1611
O	11.1748	7.459	14.8191
O	4.052	9.7095	10.4369
O	3.5173	8.0771	17.0246
O	10.1418	5.1166	15.6391
O	10.3164	2.8063	21.5692
O	5.3107	15.0467	13.0175
O	4.854	7.1373	21.2294
O	11.048	2.6318	19.095
O	9.117	2.6415	15.245
O	3.721	-0.7538	18.8083
O	5.6158	1.6447	21.5677
O	5.2927	10.1282	16.6825
O	7.8041	1.1879	10.9545
O	9.6053	0.4892	19.1177
O	17.6684	4.7272	17.959
O	7.6161	6.497	22.0253
O	-5.8807	-2.6767	14.1678
O	7.3064	-3.6184	13.3057
O	11.3862	-0.8127	15.0914
O	10.2902	7.0416	21.5033
O	9.2327	3.5155	10.8534
O	8.8495	-6.6855	19.695
O	0.5037	11.8551	17.1948
O	16.6311	3.9496	15.6373
O	11.1349	-1.8918	12.7104
O	11.3314	4.9052	20.3199
O	0.0404	8.3349	10.2597
O	10.5872	5.8141	11.2809
O	9.991	-0.2069	11.1106
O	14.2712	6.4411	14.7995
O	7.2856	8.9086	15.3799

Results
free energy: -133958.056 eV
free energy less fixed offsets of O -568.88, Si -635.61 eV per atom: 3.904 eV

Forces (eV/angstrom), in the order of the atoms: element, x, y, z
Si	-0.0236	0.0413	-0.0452
Si	0.0026	-0.0329	0.0638
Si	-0.016	-0.0072	-0.0629
Si	0.0015	0.0357	0.0824
Si	-0.0179	-0.0336	-0.0238
Si	0.0276	-0.0286	0.0442
Si	-0.01	0.0329	-0.0366
Si	-0.0122	0.0211	0.0485
Si	0.0073	-0.0182	0.0136
Si	-0.0015	0.0111	0.028
Si	0.0185	-0.0165	0.0097
Si	-0.0193	0.0055	0.026
Si	-0.002	0.0018	0.0234
Si	0.0001	0.0026	0.0233
Si	0.0496	-0.02	0.0378
Si	-0.0193	0.014	0.0132
Si	0.0075	-0.0196	-0.0128
Si	-0.0269	-0.0274	-0.019
Si	-0.0073	0.0481	0.0016
Si	0.0292	0.0077	-0.0224
Si	-0.0006	0.0069	0.0174
Si	-0.0123	-0.0321	-0.0301
Si	0.0163	-0.0025	0.0055
Si	-0.0142	0.0293	-0.0328
Si	-0.2143	0.1213	0.0967
Si	0.1234	-0.016	0.4681
Si	0.3708	0.0252	-0.1755
Si	-0.2471	0.0262	-0.1481
Si	-0.1874	-0.2253	0.0392
Si	0.1008	0.5497	0.3562
Si	-0.0816	0.0351	-0.3518
Si	0.0107	-0.1834	-0.0728
Si	-0.1442	-0.1192	0.0347
Si	-0.0089	-0.0037	-0.0578
Si	0.1244	0.0895	0.033
Si	0.1004	0.0504	-0.035
Si	-0.0329	-0.0041	-0.0635
Si	-0.0968	-0.1358	0.0207
Si	0.0367	0.0402	-0.0514
Si	0.1157	0.0445	0.0493
Si	-0.0143	0.0473	-0.0483
Si	-0.0043	-0.047	-0.0286
Si	-0.0101	-0.0445	0.0179
Si	-0.0421	0.0323	-0.0054
Si	0.0264	-0.0051	-0.0303
Si	0.0053	0.035	-0.0389
Si	-0.0067	-0.0018	-0.0085
Si	-0.0361	0.0204	0.022
Si	-0.0181	0.0045	0.0198
Si	0.0208	0.0425	0.0042
Si	-0.0222	-0.04	0.0356
Si	0.0388	0.0168	0.0123
Si	-0.0053	0.0049	-0.0081
Si	0.0155	-0.0425	0.0298
Si	-0.0316	-0.0125	0.0058
Si	0.0182	-0.0061	0.0381
Si	0.0052	0.0195	0.0594
Si	-0.088	-0.0719	-0.0272
Si	0.1166	0.0653	-0.0192
Si	-0.0549	-0.0559	0.0256
Si	-0.1239	-0.0917	-0.0009
Si	0.0078	0.0602	0.0326
Si	-0.0216	-0.0094	0.0333
Si	0.0112	0.0064	-0.0298
Si	-0.2838	-0.0029	-0.2617
Si	0.2672	-0.0135	0.1182
Si	0.117	0.5243	-0.0132
Si	0.0469	-0.057	0.1618
Si	0.1807	-0.0666	0.3168
Si	-0.2245	-0.4406	-0.1362
Si	-0.1085	-0.2496	-0.191
Si	0.0539	0.1606	-0.2351
Si	-0.0084	-0.0225	0.0856
Si	-0.0053	-0.0055	-0.0009
Si	-0.0075	-0.028	0.0188
Si	-0.0077	0.014	0.0066
Si	0.0114	0.0023	-0.0085
Si	-0.0245	0.0626	0.0217
Si	0.0127	-0.0087	0.0093
Si	0.0099	0.0045	0.026
Si	0	0.0179	-0.0579
Si	0.003	0.0291	-0.0219
Si	0.0269	0.0298	-0.012
Si	0.0419	-0.003	-0.0183
Si	-0.0172	0.0125	-0.0339
Si	0.0362	-0.0615	0.0012
Si	-0.0182	-0.0247	-0.0414
Si	-0.0113	-0.015	-0.0712
Si	0.0721	-0.1407	0.0364
Si	-0.0198	-0.0072	0.0384
Si	-0.1368	0.0672	-0.1624
Si	0.0489	-0.0677	-0.1212
Si	0.0386	0.0636	0.1978
Si	-0.0153	0.0176	-0.0017
Si	0.0635	0.0238	0.0468
Si	-0.0189	-0.0353	0.0396
O	-0.0038	0.0058	0.0219
O	0.01	0.0051	-0.0977
O	0.0123	0.0483	-0.0772
O	0.0143	0.0195	0.0028
O	0.0132	-0.026	-0.0644
O	-0.0122	-0.006	0.0285
O	-0.0132	0.0209	-0.0157
O	0.0147	-0.0236	0.0019
O	-0.016	0.012	-0.0169
O	0.0189	-0.0179	0.1939
O	-0.0016	-0.0551	-0.0232
O	0.0081	0.0005	-0.0056
O	-0.0241	0.0505	0.0614
O	-0.0106	-0.0175	0.1095
O	0.0738	-0.0876	0.3965
O	0.0047	0.0035	0.0351
O	-0.0015	0.0166	0.0122
O	-0.0091	0.0102	-0.0097
O	0.0605	-0.0348	-0.0113
O	0.0042	0.0021	-0.0037
O	0.0039	-0.0068	-0.0109
O	0.0031	-0.009	0.004
O	-0.0093	-0.0064	-0.0863
O	-0.0034	0.0116	0.0231
Si	0.0114	0.3615	-0.2279
Si	0.077	-0.0031	0.0385
Si	-0.0507	0.0177	-0.0284
Si	-0.0067	-0.0002	-0.0038
Si	0.1649	0.009	0.3221
Si	0.0025	0.0063	0.0211
Si	0.008	-0.0113	0.0292
Si	-0.0102	0.0157	0.0137
Si	-0.0126	0.1004	-0.0656
Si	-0.0011	0.048	0.0594
Si	-0.0035	-0.0024	0.0139
Si	-0.0383	0.028	-0.0225
Si	0.0138	0.0244	0.0117
Si	0.0859	-0.071	0.053
Si	0.0325	-0.0579	-0.034
Si	-0.0072	0.0015	0.0064
Si	0.035	-0.0151	-0.004
Si	-0.0044	0.0124	-0.029
Si	-0.0889	-0.1325	-0.0432
Si	0.0164	-0.0146	0.0009
Si	-0.0016	-0.0016	0.0064
Si	-0.0828	0.2213	-0.5281
Si	0.0067	0.002	0.0125
Si	0.0032	-0.0004	0.0074
Si	-0.4107	0.0412	-0.5504
Si	0.0009	0.0057	0.0198
Si	0.0033	0.0305	-0.0133
Si	-0.0027	-0.0001	0.0256
Si	0.0048	-0.0022	0.0182
Si	0.004	-0.0046	0.0115
Si	0.0014	0.0088	0.0271
Si	-0.0032	0.0145	-0.0399
Si	0.0026	-0.0045	0.0256
Si	0.0009	0.0016	0.0089
Si	0.003	-0.0257	0.0287
Si	0.0479	-0.128	0.0124
O	0.0048	0.0014	0.0004
O	-0.0026	-0.004	-0.0068
O	0.0793	-0.0024	0.0565
O	-0.0181	0.0086	0.0252
O	0.1352	-0.5507	0.1787
O	0.0012	-0.0036	-0.0061
O	0.0066	-0.0076	-0.0177
O	-0.0584	0.0466	-0.0856
O	-0.0083	-0.0108	0.0636
O	-0.0056	-0.121	0.035
O	-0.0621	-0.0166	-0.0531
O	0.0039	0.0002	-0.0038
O	-0.0098	-0.0059	-0.0012
O	-0.0002	0.001	-0.0104
O	-0.0008	0.0043	-0.0152
O	0.0042	-0.0025	-0.0031
O	0.0017	-0.0217	-0.0022
O	0.0014	0.0012	-0.0063
O	-0.0015	-0.0044	-0.0133
O	0.0158	-0.0225	0.0292
O	0.0051	-0.0073	-0.0128
O	-0.0091	-0.0048	-0.0197
O	0.0003	0.0035	-0.0056
O	-0.0003	-0.0006	-0.0059
O	-0.0042	0.0007	-0.0088
O	0.0353	0.0174	-0.01
O	0.0038	-0.0099	0.0022
O	0.0079	0.0248	0.0625
O	0.005	0.0276	-0.0194
O	-0.3858	0.2285	0.6543
O	0.0029	-0.0008	-0.0043
O	0.4402	-0.0036	0.1707
O	0.0124	-0.0114	-0.0106
O	-0.0028	-0.0115	0
O	-0.0096	0.0455	0.0106
O	0.0048	-0.0071	-0.0063
O	-0.0175	-0.024	-0.0193
O	0.0016	0.0118	-0.0233
O	0.1043	-0.1798	-0.5908
O	-0.0007	0.0009	-0.0064
O	0.0008	-0.0015	-0.0107
O	-0.0161	0.0123	-0.0151
O	0.0041	-0.0026	-0.0141
O	0.0043	0.0005	-0.0088
O	0.0097	0.0059	-0.0087
O	-0.1217	0.2242	0.062
O	-0.0038	-0.0062	-0.0119
O	-0.0058	-0.0031	-0.0308
O	-0.0068	-0.0044	-0.0039
O	0.0141	-0.004	0.0082
O	-0.0005	-0.0145	0.0191
O	-0.0012	0.0032	0.0013
O	0.0121	-0.0027	-0.0108
O	0.0488	0.0512	0.0939
O	-0.0059	0.0028	-0.0137
O	0.0011	0.0013	-0.0042
O	0.0038	-0.0375	-0.0979
O	-0.007	0.0014	0.0004
O	0.0017	0.0006	-0.0095
O	-0.0024	-0.0034	-0.0004
O	0.0039	-0.0364	0.0119
O	-0.0137	0.0196	-0.0313
O	0.0087	-0.0143	-0.0024
O	-0.0004	0.0046	0.0024

The program warned: the cutoff lies below the one the program advises for these potential files; the forces do not sum to zero within the program's tolerance; the exchange-correlation potential is rough where the density is thin.
